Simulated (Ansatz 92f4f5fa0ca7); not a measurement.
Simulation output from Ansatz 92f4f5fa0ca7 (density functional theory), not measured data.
Periodic cell of 273 atoms, Si165O106P2, from a study of silicon, its oxide and their interface. The atomic structure is a simulated model.
Doubt: the cutoff is far below the 930 eV that the study's wrapper takes by default for these files, so forces and energies are approximate.
This geometry differs little from another in the collection (a relaxation step or a small displacement).

Settings: functional PBE; potential files Ansatz PAW; basis plane waves; wave-function cutoff 580 eV; density cutoff ratio 5; exchange-correlation grid ratio 1; k mesh 1 x 1 x 1, Gamma-centred; self-consistency stop 5e-08 eV per atom in the density residual; occupations fixed; spin none; net charge 0.

Cell vectors (angstrom)
a  11.6015  0  0
b  0  13.3963  0
c  0  0  29.8085

Atoms: element, x, y, z (angstrom)
Si  11.5504  0.1803  22.8906
Si  3.9171  0.153  23.013
Si  7.6699  0.1213  23.1319
Si  2.0697  3.4525  22.879
Si  5.9008  3.6841  22.9868
Si  9.762  3.5317  23.0201
Si  11.667  6.8604  23.0568
Si  3.9615  7.0335  23.1718
Si  7.7975  6.8804  23.2227
Si  2.0373  10.2379  23.2306
Si  5.8613  10.0963  23.2805
Si  9.8492  10.0884  23.2137
Si  11.6978  2.3824  23.7482
Si  3.9999  2.4017  23.7466
Si  7.7889  2.4133  23.7644
Si  2.0353  5.7064  23.6909
Si  5.8376  5.8048  23.9749
Si  9.7462  5.726  23.8853
Si  11.7571  9.027  24.0146
Si  3.9081  9.1354  24.1639
Si  7.8534  9.0809  24.0021
Si  1.9153  12.5074  23.7888
Si  5.7788  12.3735  23.9139
Si  9.6837  12.3976  23.7768
Si  11.6466  2.2947  26.167
Si  3.9188  2.3076  26.1647
Si  7.762  2.3175  26.1766
Si  1.9863  5.6237  26.1378
Si  5.8286  5.6592  26.3153
Si  9.7206  5.6389  26.2529
Si  11.6704  8.9802  26.3426
Si  3.8894  9.0165  26.4536
Si  7.7974  9.0024  26.335
Si  1.929  12.3864  26.1948
Si  5.8041  12.3333  26.2751
Si  9.6892  12.347  26.1838
Si  1.9732  1.1958  27.0131
Si  5.8328  1.1856  27.0171
Si  9.694  1.1811  26.9959
Si  11.6586  4.5099  27.0098
Si  3.8898  4.5103  27.0301
Si  7.7762  4.5227  27.0418
Si  1.9694  7.8157  27.0745
Si  5.8505  7.8838  27.0867
Si  9.7202  7.8558  27.0699
Si  11.6193  11.2419  27.0347
Si  3.8518  11.2723  27.0727
Si  7.7648  11.2399  27.0511
Si  1.9336  1.1164  29.4135
Si  5.8008  1.1164  29.4135
Si  9.6679  1.1164  29.4135
Si  0  4.4654  29.4135
Si  3.8672  4.4654  29.4135
Si  7.7343  4.4654  29.4135
Si  1.9336  7.8145  29.4135
Si  5.8008  7.8145  29.4135
Si  9.6679  7.8145  29.4135
Si  0  11.1635  29.4135
Si  3.8672  11.1635  29.4135
Si  7.7343  11.1635  29.4135
Si  0  0  0.3944
Si  3.8672  0  0.3944
Si  7.7343  0  0.3944
Si  1.9336  3.3491  0.3944
Si  5.8008  3.3491  0.3944
Si  9.6679  3.3491  0.3944
Si  0  6.6981  0.3944
Si  3.8672  6.6981  0.3944
Si  7.7343  6.6981  0.3944
Si  1.9336  10.0472  0.3944
Si  5.8008  10.0472  0.3944
Si  9.6679  10.0472  0.3944
Si  11.5604  -0.0345  2.7523
Si  3.8542  -0.0425  2.8099
Si  7.6751  -0.0865  2.7696
Si  1.9766  3.2673  2.7647
Si  5.8443  3.3258  2.7486
Si  9.6859  3.3047  2.7847
Si  11.5815  6.6537  2.7582
Si  3.8653  6.6341  2.745
Si  7.7498  6.6644  2.7656
Si  1.9355  10.0397  2.7659
Si  5.8272  10.0438  2.7694
Si  9.6861  9.9956  2.7528
Si  11.6238  2.1759  3.5698
Si  3.9618  2.1922  3.5823
Si  7.7393  2.136  3.5108
Si  1.9048  5.5011  3.4845
Si  5.8188  5.5577  3.5549
Si  9.6625  5.5318  3.6094
Si  11.621  8.8884  3.5602
Si  3.8937  8.8859  3.4339
Si  7.7527  8.8926  3.5491
Si  1.8684  12.2726  3.6036
Si  5.753  12.222  3.7323
Si  9.628  12.2136  3.5256
Si  11.5787  2.0283  5.9315
P  3.8678  2.0769  5.8594
Si  7.6575  2.0133  5.8643
Si  1.8877  5.3568  5.8241
Si  5.8119  5.4966  5.9288
Si  9.6553  5.4506  6.0063
Si  11.6453  8.8191  5.9354
Si  3.8882  8.8378  5.7521
Si  7.7675  8.8205  5.9206
Si  1.7268  12.3046  5.9883
Si  5.6748  12.1449  6.2344
Si  9.5593  12.109  5.8814
P  1.6185  0.9389  7.1898
Si  5.7157  1.0511  6.9024
Si  9.6024  0.9236  6.6451
Si  11.5648  4.2478  6.7553
Si  3.8799  4.2745  6.4955
Si  7.7089  4.2129  6.6044
Si  2.0232  7.6132  6.493
Si  5.8102  7.768  6.6902
Si  9.7222  7.7189  6.7435
Si  11.4363  11.0222  6.8159
Si  3.5734  10.9952  6.6765
Si  7.717  10.9902  6.8573
O  9.8704  7.8964  8.41
O  9.5784  0.8319  8.3243
O  0.6147  0.4572  8.4563
O  2.9899  10.5516  8.1741
O  5.8091  7.9152  8.3547
O  5.5791  1.2182  8.5838
O  3.7869  4.1944  8.1382
O  7.6299  3.7372  8.2185
O  -0.0861  4.227  8.4322
O  11.081  10.8985  8.4546
O  8.0762  10.7653  8.4928
O  2.3139  7.5228  8.1058
O  11.418  0.2042  21.2107
O  9.7607  3.6284  21.3551
O  4.1467  7.5372  21.5827
O  5.9898  4.1711  21.3714
O  5.7449  9.7554  21.6452
O  2.1419  3.3712  21.1977
O  7.3565  13.4447  21.4926
O  4.0116  0.1469  21.3489
O  7.7363  6.9313  21.5694
O  2.1179  10.1746  21.5801
O  11.5441  6.9763  21.3955
O  10.1802  9.6639  21.6234
Si  11.5185  6.3758  11.2902
Si  1.5451  10.3478  16.2275
Si  0.1002  3.6033  9.9314
Si  8.079  12.8555  20.1656
Si  2.7306  10.4648  9.7726
Si  2.5666  10.3861  20.0367
Si  10.3477  3.6972  19.8342
Si  0.214  12.7782  17.0694
Si  10.8107  0.6936  19.7607
Si  3.1191  7.7269  16.2093
Si  0.3255  6.4842  19.8943
Si  9.3463  2.4882  14.2377
Si  2.8118  2.4913  10.9982
Si  5.0996  11.9575  15.3525
Si  4.9391  8.6741  20.7024
Si  3.5696  -0.4121  11.2571
Si  5.5416  8.8591  14.7859
Si  -0.3057  11.258  10.0418
Si  9.4534  10.0133  20.2089
Si  3.4539  0.0423  19.8169
Si  7.4202  4.6971  9.5107
Si  2.3551  12.3406  14.1534
Si  6.1304  0.6183  10.0378
Si  2.7848  2.8915  19.7554
Si  5.6749  4.4166  13.6135
Si  7.4471  0.1793  15.5644
Si  9.5793  11.2989  15.1827
Si  1.9465  6.5396  13.5259
Si  2.7891  3.4969  13.9761
Si  11.6912  9.1623  18.3973
Si  10.8698  0.7421  9.3315
Si  9.0766  7.3137  9.7108
Si  8.6147  8.5188  14.5705
Si  4.7357  7.1463  12.3265
Si  2.956  5.6152  18.7366
Si  2.4616  7.3728  9.6966
Si  6.2321  8.4329  9.8419
Si  4.2715  4.7022  9.596
Si  9.2896  10.4407  12.2657
Si  5.9382  13.0182  17.9489
Si  7.9709  4.9197  18.3463
Si  8.2639  5.3654  15.1736
Si  7.28  11.0914  9.9011
Si  5.3768  4.1962  19.853
Si  0.7413  1.4638  15.0027
Si  7.5524  7.5148  20.0691
Si  7.6045  2.7805  11.8036
O  3.3963  6.0363  9.9983
O  1.9038  2.6298  15.0517
O  -0.7906  12.8208  10.3172
O  8.3672  8.8871  19.8344
O  2.4119  1.3025  19.5075
O  8.1289  5.2589  16.7776
O  2.7391  11.9743  19.6812
O  7.1068  8.7257  15.1481
O  1.256  0.1571  14.1504
O  4.3651  3.7715  14.3873
O  4.1367  3.3788  10.5755
O  10.9162  2.049  14.428
O  11.3156  4.758  11.0323
O  10.8078  11.9782  16.0303
O  8.8829  6.8699  14.7459
O  1.6614  3.2434  10.151
O  8.3755  5.9549  9.1756
O  11.1426  2.2902  19.5138
O  5.3315  7.6061  10.8935
O  11.4096  7.5868  18.7807
O  7.8346  8.2606  10.1745
O  10.0753  7.0814  10.9794
O  9.1779  4.0754  14.6782
O  8.8199  11.4648  20.5116
O  10.5179  10.3323  11.1684
O  8.3286  12.2016  15.7258
O  4.4286  2.8718  19.7928
O  4.6507  0.2218  18.7249
O  10.4668  10.0873  18.9425
O  6.7846  0.6697  16.9971
O  0.4706  6.7139  12.8102
O  0.9859  7.0268  10.2636
O  3.0981  7.1409  12.5144
O  3.9419  9.5461  19.757
O  6.7434  5.1458  14.6047
O  0.5155  0.8906  16.5132
O  1.5183  11.7678  17.0833
O  5.3487  8.282  13.2918
O  3.0011  12.3758  12.6581
O  6.388  3.1791  12.8239
O  2.7684  9.3  16.5651
O  5.9987  7.8888  19.7466
O  1.9466  6.3853  19.7581
O  1.4392  9.6844  19.1238
O  9.444  9.6673  15.4512
O  2.9436  8.8824  10.2174
O  8.8654  9.0049  12.9992
O  2.1144  7.2947  14.9705
O  9.1324  3.8651  18.7721
O  4.6908  7.8665  15.7767
O  7.1933  1.6179  10.7492
O  8.1092  6.3605  19.0844
O  5.8497  5.1079  9.6075
O  6.98  -0.9308  19.0525
O  10.8948  2.1831  10.132
O  8.9232  2.3531  12.6614
O  9.6834  11.448  13.5278
O  6.5614  4.1911  18.739
O  6.0074  10.0499  9.9712
O  1.2693  10.957  10.3036
O  5.1241  10.4404  14.749
O  1.6725  10.8882  14.6449
O  11.3504  13.0666  18.6033
O  5.4276  11.823  16.954
O  8.0647  11.0207  11.3387
O  11.3012  5.0046  19.6287
O  8.3384  1.4417  15.0311
O  2.4105  4.0356  18.6004
O  3.7097  11.6442  10.3432
O  9.1765  0.5705  19.7025
O  2.6819  2.6259  12.6088
O  3.6132  12.6057  15.164
O  7.9736  4.0875  10.9051
O  5.0527  0.2864  11.23
O  4.419  5.4831  19.4656
O  6.1661  13.026  14.6615
O  3.0149  6.5479  17.3671
O  2.6879  0.8743  10.6987
O  0.2688  9.4325  16.7798
O  5.202  5.6043  12.5957
O  2.0969  4.9453  13.7749
O  6.8266  12.6167  9.6479

Results
free energy: -166684.523 eV
free energy less fixed offsets of O -568.88, P -755.39, Si -635.61 eV per atom: 3.187 eV

Forces (eV/angstrom), in the order of the atoms: element, x, y, z
Si  -0.002  -0.0004  0.0031
Si  -0.0023  -0.0005  0.0016
Si  -0.0038  -0.0003  0.0034
Si  0.0004  -0.0022  0.0023
Si  -0.0021  -0.0003  0.0011
Si  -0.0033  -0.0037  0.002
Si  0.0013  -0.0003  0.0027
Si  -0.0007  -0.0012  0.0017
Si  -0.0012  -0.0018  0.0011
Si  -0.0004  -0.0013  0.0025
Si  0.0003  -0.0026  0.0007
Si  -0.0003  -0.002  0.0022
Si  -0.0017  -0.0009  0.0006
Si  -0.0019  -0.0014  0.0009
Si  -0.0008  0.0005  0.0002
Si  -0.0008  -0.0008  0.0009
Si  0.0005  0.0011  0.0021
Si  -0.0031  -0.0005  0.0003
Si  -0.0028  -0.0006  0.0011
Si  -0.0031  -0.0008  0.0012
Si  -0.0023  0.0005  0.0013
Si  -0.0003  -0.0011  0.0014
Si  -0.0007  -0.0002  0.0024
Si  0.0011  -0.0001  0.0014
Si  -0.0005  -0.0003  0.0003
Si  -0.0002  0.0001  0.0004
Si  -0.0007  -0.0015  0.0002
Si  0.0007  0.0015  0.0027
Si  -0.0006  -0.0007  -0.0001
Si  0.0024  0.0016  0.0038
Si  0  0.0013  0.0001
Si  -0.0001  0.0008  0.0003
Si  -0.0008  0.0001  0.0004
Si  0  -0.0002  0.0002
Si  0.0002  0  0.0006
Si  -0.0004  0.0001  0.001
Si  -0.0027  -0.0012  0.001
Si  -0.0024  -0.0003  0.0012
Si  -0.0016  0.0005  0.0005
Si  -0.0034  -0.003  -0.0028
Si  0  -0.0023  0.0026
Si  -0.0085  -0.0063  -0.0012
Si  -0.0027  0.0004  0.001
Si  -0.0021  0.0018  -0.0009
Si  -0.0024  -0.0015  -0.0015
Si  -0.0013  -0.0018  0.0015
Si  -0.0028  -0.0013  -0.0012
Si  -0.0012  0.0003  -0.0004
Si  0.0697  0.1862  -0.2054
Si  0.0644  0.1354  -0.1681
Si  0.0855  0.1074  -0.2522
Si  0.1219  0.0538  -0.1705
Si  -0.0654  0.0496  -0.1439
Si  0.0489  0.0288  -0.0614
Si  0.017  -0.1865  0.2821
Si  0.1128  0.0227  0.4069
Si  0.0808  -0.0077  0.1291
Si  0.0124  0.1627  -0.1006
Si  -0.0989  0.2751  0.2213
Si  0.0529  0.1858  -0.053
Si  -0.0702  -0.0815  -0.1012
Si  0.0137  -0.1396  0.3349
Si  -0.1947  -0.2491  0.0275
Si  0.0964  -0.2189  0.0397
Si  0.0326  -0.0211  -0.1407
Si  -0.0238  -0.0524  0.1004
Si  -0.1019  -0.0029  0.0271
Si  -0.0205  -0.1324  -0.1068
Si  0.0388  -0.034  0.0571
Si  -0.042  0.0814  -0.0411
Si  0.1208  0.1143  -0.0012
Si  0.0114  -0.0951  -0.0992
Si  0.013  0.0048  0.0148
Si  0.0026  -0.0047  0.0407
Si  -0.007  0.0013  0.0097
Si  -0.0155  0.0077  0.0205
Si  0.0375  0.0297  0.0367
Si  -0.0083  0.0109  0.0156
Si  -0.0083  -0.0085  0.0103
Si  -0.007  -0.005  -0.004
Si  0.0031  -0.003  0.0037
Si  -0.0012  -0.0154  0.0193
Si  -0.0046  -0.0065  0.002
Si  0.0004  -0.0044  0.0008
Si  0.0323  -0.0184  -0.0354
Si  -0.0375  -0.0252  -0.094
Si  -0.009  -0.0168  0.0014
Si  0.0172  -0.0063  0.0008
Si  -0.0045  -0.0068  -0.0033
Si  0.0073  0.0097  -0.0061
Si  0.0006  0.005  -0.0033
Si  0.007  -0.002  0.0042
Si  0.0005  -0.0015  0.0018
Si  -0.0089  0.0302  -0.0436
Si  0.0034  0.0178  -0.0081
Si  -0.0102  -0.0027  -0.0112
Si  -0.0262  0.0377  0.0086
P  0.0266  0.0004  0.0597
Si  0.0101  0.0504  -0.0319
Si  -0.028  -0.0034  -0.004
Si  0.0411  -0.0164  -0.0132
Si  -0.0041  -0.0038  0.0001
Si  -0.0067  -0.0062  -0.0071
Si  0.0021  -0.0033  -0.0091
Si  0.0004  -0.0029  -0.0072
Si  0.0208  -0.0923  0.0274
Si  -0.0112  -0.009  -0.0028
Si  -0.0036  0.0141  0.0076
P  0.1224  0.17  0.0093
Si  -0.0251  -0.0664  -0.0624
Si  0.004  -0.025  -0.0183
Si  0.0366  0.0162  -0.0109
Si  -0.047  0.0306  -0.0632
Si  -0.0064  0.008  -0.0215
Si  -0.002  -0.0001  -0.005
Si  -0.0121  0.0065  0.0028
Si  0.0024  -0.0031  -0.0052
Si  -0.005  -0.0317  -0.0254
Si  -0.0019  -0.0005  -0.0062
Si  0.0057  -0.0107  -0.0053
O  -0.0048  0.0004  0.0086
O  -0.0025  -0.012  0.0526
O  0.0337  -0.1669  -0.0555
O  -0.0135  -0.0004  0.0186
O  -0.0037  -0.0014  0.012
O  0.0092  0.0084  0.0138
O  0.0176  0.0039  0.0328
O  -0.0033  -0.0049  0.0224
O  -0.0127  -0.006  0.03
O  0.0151  0.0378  0.0064
O  -0.0034  0.0011  0.0108
O  0.0025  -0.0036  0.0128
O  -0.0014  0.0005  -0.006
O  -0.0003  -0.0001  -0.0012
O  -0.0004  0.0008  -0.002
O  -0.0013  0.0002  -0.0018
O  -0.0008  -0.0001  -0.0026
O  -0.0012  -0.0005  -0.0033
O  0.0004  -0.0006  -0.0028
O  -0.0005  -0.0004  -0.0044
O  -0.0003  0.0004  -0.0034
O  -0.001  -0.0003  -0.0033
O  -0.0009  -0.0016  -0.0037
O  -0.002  0.0004  -0.0042
Si  -0.0003  0.0023  -0.0059
Si  -0.0041  -0.003  0.0018
Si  -0.0185  0.0329  -0.0135
Si  -0.0006  -0.0012  0.0029
Si  0.0094  -0.0063  -0.0196
Si  -0.0004  -0.0013  0.0033
Si  0.0006  -0.0001  0.0024
Si  -0.0019  -0.0019  0.0045
Si  -0.001  -0.0015  0.0054
Si  -0.0024  -0.0012  0.0038
Si  -0.0024  0.0006  0.004
Si  -0.0041  0.0005  -0.0023
Si  0.0092  0.0052  0.0077
Si  -0.0008  -0.0011  0.0017
Si  -0.0008  -0.0007  0.0042
Si  0.0059  -0.0084  0.008
Si  -0.0039  -0.0014  -0.0008
Si  0.0022  -0.0339  0.001
Si  0.0001  -0.0025  0.0039
Si  -0.002  -0.0017  0.0063
Si  -0.0012  -0.0015  -0.0064
Si  -0.003  -0.0039  0.0039
Si  0.008  -0.0054  0.0093
Si  -0.0013  -0.0006  0.0051
Si  0  -0.0017  0.0018
Si  -0.0036  0.0001  0.0025
Si  -0.0014  0.0008  0.0048
Si  -0.0049  0.0002  -0.0003
Si  0.0003  0.002  0.0032
Si  -0.0035  -0.0025  0.0025
Si  -0.1601  0.0619  0.069
Si  0.0013  -0.002  -0.0059
Si  -0.0027  -0.002  0.0034
Si  -0.0018  -0.0013  -0.0011
Si  -0.0011  -0.0004  0.0055
Si  -0.0088  -0.0029  -0.0151
Si  -0.0043  -0.0063  -0.0052
Si  -0.0132  -0.003  -0.0045
Si  -0.0066  -0.0034  0.0061
Si  -0.0027  -0.0006  0.0045
Si  -0.0025  -0.0006  0.0035
Si  -0.0024  -0.0023  0.0038
Si  -0.0099  -0.0032  -0.0095
Si  -0.0005  -0.001  0.0038
Si  -0.0043  -0.0008  0.0034
Si  -0.0014  -0.0003  0.004
Si  -0.0018  -0.0002  -0.0016
O  0.002  -0.0052  -0.0001
O  -0.0016  -0.0015  -0.0033
O  -0.0081  0.0346  -0.0016
O  -0.0009  -0.001  -0.0007
O  -0.0018  -0.0006  -0.001
O  -0.0016  0.0004  -0.0035
O  -0.0016  -0.0008  -0.0012
O  0  -0.0007  -0.0016
O  -0.0028  0.0002  0.0005
O  -0.0064  -0.0009  0.0006
O  -0.0079  -0.0018  0.0036
O  -0.0004  -0.0019  0.0002
O  -0.0001  -0.0102  0.0017
O  -0.0046  -0.0013  -0.0028
O  -0.003  0.0007  -0.002
O  0.003  -0.0062  -0.0032
O  -0.004  -0.0003  0.0025
O  -0.0017  -0.0013  -0.0005
O  -0.0015  -0.0013  0.0023
O  -0.0009  0.0006  -0.0008
O  -0.0012  -0.0002  0.0024
O  -0.0033  0.0005  0.003
O  -0.0025  -0.0013  0.0003
O  -0.0017  -0.0002  -0.0009
O  -0.004  -0.0022  0.0034
O  -0.0018  -0.0017  -0.0021
O  -0.0016  -0.0004  -0.0015
O  0.0013  -0.0008  -0.0028
O  0.0005  -0.0006  -0.0018
O  -0.0015  -0.0009  -0.0021
O  -0.0008  0.0003  0.0019
O  -0.0009  0.0025  0.0035
O  -0.0028  -0.0009  0.0002
O  -0.0014  -0.0003  -0.0012
O  -0.0024  -0.0003  -0.0007
O  -0.0007  0  -0.0025
O  -0.0017  0.0001  -0.001
O  -0.0022  0.0004  -0.0002
O  -0.0025  0.0041  -0.0076
O  -0.0027  0.0011  0.0029
O  -0.0015  -0.0019  -0.0009
O  -0.0007  -0.0018  -0.0007
O  0.0002  -0.0015  -0.0023
O  -0.0021  -0.0009  -0.0019
O  -0.0022  0.0002  -0.0015
O  -0.0039  0.002  0.0061
O  -0.0021  0.0022  -0.0006
O  -0.0013  -0.0019  -0.0008
O  -0.0009  -0.0008  -0.0006
O  -0.0019  -0.0015  -0.001
O  -0.0056  -0.0037  0.002
O  -0.0009  -0.002  -0.001
O  0.0005  -0.0058  0
O  -0.0023  -0.0007  -0.002
O  -0.0091  -0.0116  0.0061
O  -0.0023  -0.0006  0.0022
O  -0.0024  -0.0033  -0.0065
O  0.0004  -0.0006  -0.0014
O  -0.0005  0.0049  0.0015
O  -0.002  0.0066  -0.0022
O  -0.0015  -0.0005  0.0002
O  -0.0016  -0.0006  -0.0003
O  -0.0001  -0.0005  -0.0046
O  -0.0025  -0.0008  -0.0023
O  0.0057  0.0004  0.0051
O  -0.0015  -0.0016  -0.001
O  -0.0009  -0.0002  0.0004
O  -0.0014  0.0003  -0.0018
O  -0.0047  0.0023  -0.0013
O  -0.0015  -0.0003  -0.0003
O  -0.0033  -0.0051  -0.0085
O  -0.002  0.0004  -0.0006
O  -0.0043  -0.0011  0.0017
O  -0.0049  -0.0014  0.0031
O  -0.0025  -0.0011  -0.0027
O  -0.001  -0.0013  0.0008
O  -0.0009  0.0001  -0.002
O  -0.0094  0.0018  -0.0059
O  -0.0006  -0.0002  -0.0005
O  -0.0024  -0.0011  0.0005
O  -0.0021  -0.0025  0.0001
O  -0.0075  -0.0018  0.0041

The program warned: the cutoff lies below the one the program advises for these potential files; the forces do not sum to zero within the program's tolerance; the exchange-correlation potential is rough where the density is thin.
